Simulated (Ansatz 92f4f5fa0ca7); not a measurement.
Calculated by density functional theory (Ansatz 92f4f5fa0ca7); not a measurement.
Periodic cell of 220 atoms, Si131O87Al1F1, from a study of silicon, its oxide and their interface. The atomic structure is a simulated model.
Doubt: the cutoff is far below the 930 eV that the study's wrapper takes by default for these files, so forces and energies are approximate.

Settings: functional PBE; potential files Ansatz PAW; basis plane waves; wave-function cutoff 580 eV; density cutoff ratio 5; exchange-correlation grid ratio 1; k mesh 1 x 1 x 1, Gamma-centred; self-consistency stop 5e-08 eV per atom in the density residual; occupations fixed; spin none; net charge 0.

Cell vectors (angstrom)
a	10.938	0	0
b	0	10.938	0
c	0	0	33.2949

Atoms and the computed forces on them: element, x, y, z (angstrom), force x, y, z (eV/angstrom)
Si	-0.2124	0.1561	25.6982	0.0247	-0.0196	-0.1937
Si	5.9615	-0.5407	25.7317	0.0738	-0.1073	-0.2126
Si	2.8197	2.8265	25.7778	0.0012	0.041	-0.1229
Si	8.344	2.2756	25.8391	0.2004	0.0699	0.0183
Si	-0.5043	6.0556	25.6322	-0.3087	0.0852	0.0424
Si	5.3842	5.6788	25.7328	0.0093	0.0984	-0.1515
Si	3.0689	7.8251	25.7663	0.0457	-0.0813	-0.2592
Si	8.2013	8.2461	26.0503	-0.0517	0.0432	-0.2692
Si	1.4127	1.3515	27.0295	-0.057	0.021	-0.1687
Si	6.8718	1.1466	27.2203	-0.0172	-0.051	-0.2281
Si	4.2207	4.0948	27.1347	0.0027	0.0961	-0.1581
Si	9.5186	4.1295	26.9613	0.0192	-0.0495	-0.316
Si	1.3313	6.8049	27.0656	0.0563	-0.0229	-0.1345
Si	6.821	6.8125	27.2528	-0.0444	-0.041	-0.2929
Si	4.2026	9.4529	27.0911	-0.0193	0.0016	-0.2783
Si	9.6686	9.5996	27.2315	-0.0275	0.1062	-0.225
Si	2.7694	-0.0332	28.4325	0.0388	-0.0676	-0.0401
Si	8.267	-0.0658	28.5956	0.0161	0.0173	0.1249
Si	0.02	2.7605	28.4254	-0.0786	0.0431	-0.1655
Si	5.5206	2.6727	28.4889	0.0694	-0.0326	0.0746
Si	2.7396	5.4286	28.4727	-0.055	0.0516	-0.009
Si	8.2128	5.4121	28.4977	0.0794	-0.0708	0.0507
Si	0.07	8.1878	28.5148	0.0922	-0.0486	0.1227
Si	5.482	8.1789	28.571	-0.0568	0.0318	0.0647
Si	4.1018	1.3673	29.8766	-0.0581	-0.1405	-0.3443
Si	9.5708	1.3673	29.8766	0.2918	0.4116	-0.0506
Si	1.3673	4.1018	29.8766	0.0404	-0.1355	-0.1985
Si	6.8362	4.1018	29.8766	0.1144	-0.3671	0.0116
Si	4.1018	6.8362	29.8766	-0.3843	-0.1765	0.0807
Si	9.5708	6.8362	29.8766	0.1125	-0.1397	-0.2895
Si	1.3673	9.5708	29.8766	0.3961	0.0892	-0.0768
Si	6.8362	9.5708	29.8766	0.1015	-0.2298	0.5595
Si	0	0	31.2439	0.1195	0.1468	-0.0422
Si	5.469	0	31.2439	-0.005	0.0053	-0.0017
Si	2.7345	2.7345	31.2439	-0.0872	-0.0379	-0.0492
Si	8.2035	2.7345	31.2439	0.0158	0.0771	0.0151
Si	0	5.469	31.2439	-0.0498	0.0499	-0.0222
Si	5.469	5.469	31.2439	-0.1118	-0.0633	-0.045
Si	2.7345	8.2035	31.2439	-0.0079	0.0454	0.0074
Si	8.2035	8.2035	31.2439	-0.1203	-0.0099	0.0171
Si	1.3673	1.3673	32.6111	0.004	-0.0467	0.0116
Si	6.8362	1.3673	32.6111	0.034	-0.0377	-0.0255
Si	4.1018	4.1018	32.6111	0.0289	0.0003	-0.0186
Si	9.5708	4.1018	32.6111	0.0078	-0.0442	-0.0146
Si	1.3673	6.8362	32.6111	0.0586	0.0246	-0.0303
Si	6.8362	6.8362	32.6111	0.0753	-0.022	-0.0067
Si	4.1018	9.5708	32.6111	-0.0025	-0.0664	-0.0289
Si	9.5708	9.5708	32.6111	0.0095	-0.0197	-0.0291
Si	2.7345	0	0.6835	0.0233	-0.0147	-0.0063
Si	8.2035	0	0.6835	-0.0662	0.0497	0.0166
Si	0	2.7345	0.6835	-0.0346	0.0379	0.022
Si	5.469	2.7345	0.6835	-0.0368	0.0112	0.0385
Si	2.7345	5.469	0.6835	-0.0771	0.0484	0.0072
Si	8.2035	5.469	0.6835	0.014	0.0012	0.0031
Si	0	8.2035	0.6835	-0.03	-0.0154	0.038
Si	5.469	8.2035	0.6835	-0.0337	0.0915	0.0118
Si	4.1018	1.3673	2.0507	-0.0409	-0.0697	0.0567
Si	9.5708	1.3673	2.0507	0.0876	-0.0749	-0.0662
Si	1.3673	4.1018	2.0507	0.099	-0.0103	-0.0123
Si	6.8362	4.1018	2.0507	0.0737	0.0299	0.0668
Si	4.1018	6.8362	2.0507	-0.0282	-0.0758	-0.0038
Si	9.5708	6.8362	2.0507	-0.102	-0.0164	0.0267
Si	1.3673	9.5708	2.0507	0.1464	0.1276	0.0323
Si	6.8362	9.5708	2.0507	0.0131	-0.1366	-0.0391
Si	0	0	3.418	-0.047	0.6107	-0.6719
Si	5.469	0	3.418	0.1226	0.1122	0.1493
Si	2.7345	2.7345	3.418	-0.0598	0.3365	-0.0523
Si	8.2035	2.7345	3.418	-0.0286	0.0234	0.39
Si	0	5.469	3.418	-0.1437	-0.1894	0.2534
Si	5.469	5.469	3.418	-0.1383	0.2003	0.3078
Si	2.7345	8.2035	3.418	0.2359	0.0017	0.0956
Si	8.2035	8.2035	3.418	-0.5372	-0.2975	-0.5645
Si	1.2553	1.4911	4.7523	0.0305	0.1072	-0.08
Si	6.8294	1.3798	4.8303	-0.0487	0.0293	-0.1251
Si	4.1104	4.0847	4.8285	-0.0188	-0.2004	0.0116
Si	9.5248	4.1309	4.8665	0.0032	0.1977	-0.0421
Si	1.3487	6.8544	4.7744	-0.0697	-0.0446	-0.0584
Si	6.7974	6.8886	4.8249	-0.0847	0.0801	0.0351
Si	4.114	9.5871	4.8017	0.0309	-0.1189	-0.0681
Si	9.5251	9.6101	4.6311	0.0226	-0.0798	-0.1508
Si	2.6238	0.0555	5.9302	-0.0287	0.0326	0.1432
Si	8.2791	-0.0231	6.0441	-0.0732	0.1582	0.0846
Si	-0.0617	2.8227	6.324	0.0167	-0.0326	0.4189
Si	5.4721	2.6909	6.293	-0.1101	0.206	0.1265
Si	2.7212	5.5205	6.1641	0.0427	0.1389	0.2884
Si	8.1144	5.504	6.2306	-0.0173	0.031	0.1486
Si	-0.1348	8.2523	5.9378	0.0735	-0.012	0.2248
Si	5.4993	8.3184	6.3047	0.1572	0.0304	0.1934
Si	3.6559	1.5537	7.366	0.2435	-0.4697	0.3466
Si	9.8061	1.0199	7.4854	0.1448	0.0157	0.68
Si	1.5973	4.0504	7.6968	0.435	-1.0128	-2.0294
Si	6.5484	4.3781	7.6585	0.0506	-0.1634	0.6082
Si	4.3154	6.6468	7.5038	0.31	-0.0206	0.2204
Si	9.323	7.1757	7.3917	-0.0678	-0.0178	0.1206
Si	1.0431	9.8237	7.1681	0.082	-0.0643	0.423
Si	7.2495	9.5091	7.5987	-0.0051	-0.0872	0.5292
O	1.8212	3.9748	25.1296	0.1437	-0.1846	0.2233
O	7.1436	9.2891	25.2025	-0.0627	0.0098	0.6207
O	2.7405	2.8605	7.8069	-0.6684	0.8184	0.3049
O	8.3077	8.2962	8.1389	0.0333	-0.0744	-0.5488
O	5.4028	5.5107	8.0344	-0.1939	0.1203	-0.4578
O	0.0623	-0.0458	7.9923	-0.0428	0.0554	-0.6856
O	4.2152	6.7352	25.1587	-0.2408	0.1419	0.5571
O	9.5187	1.2201	25.2337	-0.1267	0.2642	0.4149
O	1.8225	8.889	8.245	0.0064	-0.0371	-0.0523
O	1.3627	4.622	9.3821	0.4645	-0.2076	-0.7972
O	9.0084	1.3387	8.9049	0.2329	0.1118	-0.5782
O	6.9581	10.5523	8.8993	-0.1738	-0.4212	-0.5697
O	3.673	0.6876	8.8057	-0.0466	0.1605	-0.5594
O	3.6645	7.151	8.9309	-0.086	-0.1847	-0.25
O	7.0764	3.9036	9.1806	-0.0332	0.2061	-0.8204
O	10.3385	6.4024	8.4485	0.6177	-0.3851	-0.4293
O	3.7424	2.204	24.5485	-0.0503	0.0633	0.2641
O	5.348	0.0779	24.3245	0.1225	-0.046	0.1253
O	7.222	2.6778	24.6691	0.0705	-0.1744	0.2327
O	11.0943	5.7247	24.151	-0.1029	0.1135	0.1344
O	9.2536	7.2098	25.2157	0.2127	-0.2487	0.464
O	2.3616	8.4745	24.422	0.0591	-0.0869	0.2086
O	6.252	5.1332	24.4115	-0.1264	0.0965	0.2718
O	0.3813	10.307	24.342	-0.082	0.1214	0.3118
Si	2.4569	8.0856	9.4854	0.2601	0.6714	0.2536
Si	11.0522	6.745	14.3928	-1.2119	-1.8547	-1.2312
Si	0.0203	-5.1588	17.1857	0.1566	0.177	-0.6982
Si	4.1232	0.9075	23.6305	0.0454	0.0096	-0.1618
Si	7.4438	-2.0348	20.3	-0.0335	-0.0431	-0.0802
Si	8.318	0.794	21.1828	-0.1147	-0.1022	-0.2118
Si	1.7329	9.7285	23.5923	-0.0937	-0.0787	-0.1596
Si	10.5093	9.4913	14.3924	0.0188	-0.54	-0.0081
Si	3.9265	9.8272	11.6777	0.142	-0.303	0.755
Si	4.9319	16.1359	12.0655	0.3529	0.2518	0.3677
Si	6.9394	1.7887	16.7471	0.1301	-0.0228	-0.1586
Si	4.6494	7.4546	20.2084	0.0697	0.0216	-0.1171
Si	13.2468	8.5399	14.0565	-0.4801	-0.371	-0.0373
Si	3.7548	1.5225	10.2098	0.3263	-0.0971	0.6956
Si	7.9228	11.5077	9.8614	0.2337	-0.1177	0.7491
Si	1.7405	8.3424	20.735	-0.0009	-0.2178	-0.4242
Si	2.5584	-5.4372	21.2324	0.0191	0.1827	-0.5632
Si	2.1731	4.0036	10.8266	-0.1321	-0.6521	4.8748
Si	8.2891	4.3726	17.493	0.1942	0.0484	-0.1837
Si	6.9661	3.8999	23.6076	0.1208	0.0529	-0.3078
Si	12.6466	3.6314	18.7951	-0.182	0.0871	-0.1869
Si	6.368	3.1096	10.4302	0.0791	0.0987	0.792
Si	4.5528	2.968	18.3412	0.0168	0.0494	-0.1184
Si	7.9474	-0.2763	14.9913	0.2281	0.005	-0.1926
Al	10.5334	4.7008	12.2275	-1.4073	-1.0047	1.3105
Si	-1.33	3.103	22.5224	-0.0686	-0.0785	-0.608
Si	6.2297	7.8997	12.272	0.3196	-0.0789	0.2504
Si	8.5772	9.6072	12.2562	0.1625	-0.3351	0.5155
Si	5.5751	2.3124	21.3161	0.1798	-0.0433	-0.559
Si	12.0183	4.4398	23.7628	0.1635	-0.1517	-0.264
Si	9.8932	2.6765	19.6321	0.064	0.0581	-0.233
Si	11.2647	5.9806	9.7085	-3.5191	1.5443	3.3295
Si	-5.3018	5.8762	17.6332	-0.0111	-0.009	-0.1605
Si	-0.8623	-2.6169	19.0084	0.0287	-0.1357	-0.1516
Si	8.0098	10.104	17.7018	0.0068	-0.0672	-0.1777
Si	4.8092	6.8131	14.6539	-0.1258	0.0702	-0.1021
O	7.636	10.2426	13.4548	-0.0757	0.0612	0.013
O	6.9968	9.5331	18.8506	0.0052	-0.0054	0.105
O	7.8256	8.1591	11.9692	-0.0993	0.1633	-0.1322
O	-1.5615	1.1526	19.9723	-0.034	-0.0198	0.1182
O	4.5787	5.4902	13.6588	-0.0216	-0.047	-0.1334
O	7.5242	9.6162	16.2039	-0.021	0.0644	0.0743
O	-1.42	-1.3966	18.0509	-0.0275	0.0421	0.054
O	4.9126	13.5566	9.9026	-0.2157	-0.0692	-0.2147
O	5.4285	9.2097	11.7193	-0.1867	0.1648	-0.2312
O	1.2906	7.206	10.206	0.3098	-0.678	-0.6345
O	7.0757	1.0926	15.259	-0.0541	0.0173	0.1401
O	8.4928	4.1922	23.055	-0.0965	0.0852	0.2277
O	5.6452	6.5739	11.502	-0.1828	-0.0523	-0.1365
O	1.5136	6.7414	21.0073	0.0013	-0.0127	0.1666
O	-2.1306	7.9806	20.0467	-0.0253	0.039	0.0265
O	10.1372	9.5483	12.7752	-0.1971	0.1291	-0.1465
O	15.7731	4.4917	17.8722	-0.0301	-0.0492	0.0339
O	6.0603	8.1294	20.8353	-0.0036	0.0042	0.0011
O	2.7984	-0.0007	23.5444	0.0028	0.0379	0.0051
O	3.123	9.5092	13.0507	0.1767	0.1519	-0.3179
O	6.0165	3.5168	22.332	0.0516	0.1178	0.3363
O	10.0126	3.5363	21.0097	-0.0491	0.0192	0.3453
O	2.2799	4.3041	20.1676	0.0633	0.0499	0.2419
O	-5.8686	6.9899	18.6926	-0.0499	0.0121	0.0808
O	0.5482	-2.1341	19.7075	0.0647	0.0691	0.125
O	8.6396	10.5148	10.9281	-0.1609	0.2982	-0.5981
O	11.6806	6.2533	15.8069	0.2074	0.015	0.8456
O	12.0584	4.1443	12.084	5.1547	-1.253	-2.8457
O	9.6222	10.677	15.1058	-0.1687	0.086	0.0687
O	10.326	5.5233	13.6085	0.211	3.1915	3.863
O	0.4504	2.5986	18.9905	-0.0025	-0.0256	0.0409
O	4.0502	11.4271	11.4357	-0.0463	0.3542	-0.3621
O	1.3383	7.3405	13.4516	0.5948	0.5817	0.0004
O	12.1256	9.5634	14.7479	0.0663	0.1716	0.0357
O	7.2418	5.5849	17.8618	-0.0405	0.0205	0.0841
O	3.4536	-3.2124	14.9113	0.2451	-0.0234	0.0623
O	12.098	4.8666	17.8937	0.091	-0.1342	0.1724
O	11.0142	3.2058	23.348	0.0277	0.0456	0.1538
O	5.9446	18.6494	13.8781	-0.0471	0.0253	-0.0196
O	2.242	4.8386	22.6886	-0.1223	-0.0959	0.3014
O	6.8847	1.4798	20.8538	-0.0638	0.0588	0.1053
O	5.3581	-4.5694	16.1084	0.0716	-0.0335	0.1414
O	1.4636	-1.7031	22.0674	-0.0157	0.1578	0.4613
O	-2.1449	3.5218	18.7879	-0.001	-0.0584	0.149
O	9.6127	4.9578	16.7616	-0.1689	-0.0971	0.168
F	9.5008	3.4806	12.244	-2.0793	-2.5608	-0.1723
O	4.5248	1.36	22.116	-0.157	-0.1479	0.4218
O	3.3272	-2.4531	20.2086	0.0111	0.0229	0.0914
O	2.9363	2.7564	18.1516	0.0247	-0.0425	-0.0107
O	3.5403	4.8195	11.277	-0.4792	-0.0439	-1.045
O	6.0493	4.0136	11.7773	-0.0333	-0.1938	-0.3791
O	10.0138	7.9614	14.7855	0.0031	0.7245	0.192
O	-6.032	2.8393	19.9347	0.0835	-0.0417	0.2511
O	7.8777	11.7486	17.6925	-0.0124	-0.0136	0.0452
O	7.9937	-0.8154	21.2982	0.0217	0.0997	0.0912
O	4.0891	6.1349	21.0628	-0.0254	-0.0702	0.1444
O	8.9738	1.5646	22.4936	0.1003	0.1099	0.1504
O	2.4471	2.4058	10.6435	-0.14	0.286	-0.857
O	18.466	3.2922	16.5464	-0.053	-0.0554	0.0236
O	3.0505	9.1668	10.506	-0.2473	-0.2492	-0.3929
O	10.2233	5.6261	10.9272	1.0218	2.5144	-5.4585
O	7.1904	1.7368	10.7432	-0.0405	-0.1951	-0.3242
O	10.4736	-3.9371	18.1456	-0.0794	0.1132	0.2209
O	5.4351	1.9256	17.4173	-0.0418	-0.0157	0.0093

Results
free energy: -135994.102 eV
free energy less fixed offsets of Al -1619.15, F -1619.15, O -568.88, Si -635.61 eV per atom: 1.668 eV

The program warned: the cutoff lies below the one the program advises for these potential files; the forces do not sum to zero within the program's tolerance; the exchange-correlation potential is rough where the density is thin.
